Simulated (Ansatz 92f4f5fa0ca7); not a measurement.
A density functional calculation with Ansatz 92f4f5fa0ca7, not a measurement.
Periodic cell of 221 atoms, Si132O88H1, from a study of silicon, its oxide and their interface. The atomic structure is a simulated model.

Settings: functional PBE; potential files Ansatz PAW; basis plane waves; wave-function cutoff 700 eV; density cutoff ratio 5; exchange-correlation grid ratio 1; k mesh 2 x 2 x 1, shifted by 0.5 0.5 0.5 of a step; self-consistency stop 5e-08 eV per atom in the density residual; occupations fixed; spin none; net charge +1 e, with a uniform compensating background and no finite-size correction.

Cell vectors (angstrom)
a  10.938  0  0
b  0  10.938  0
c  0  0  32.5623

Atoms: element, x, y, z (angstrom)
Si  -0.2663  0.2905  25.1689
Si  5.6631  -0.2945  25.1579
Si  2.3592  2.9937  25.0878
Si  8.4614  2.51  25.1381
Si  0.1274  5.2315  24.9588
Si  5.2157  5.7856  25.0979
Si  2.9778  7.9972  25.0537
Si  7.8886  8.4321  25.0936
Si  1.3004  1.4288  26.4858
Si  6.8192  1.3601  26.3918
Si  4.0422  4.1325  26.3362
Si  9.5765  4.1145  26.4263
Si  1.3246  6.8287  26.2947
Si  6.7794  6.8783  26.4633
Si  4.082  9.5318  26.4681
Si  9.5177  9.5781  26.3907
Si  2.7146  0.0206  27.7729
Si  8.183  0.0104  27.7918
Si  -0.0323  2.778  27.8439
Si  5.4371  2.7585  27.7297
Si  2.6982  5.4935  27.7486
Si  8.1863  5.486  27.7656
Si  -0.0101  8.2052  27.7264
Si  5.448  8.2168  27.8487
Si  4.1018  1.3673  29.1441
Si  9.5708  1.3673  29.1441
Si  1.3673  4.1018  29.1441
Si  6.8362  4.1018  29.1441
Si  4.1018  6.8362  29.1441
Si  9.5708  6.8362  29.1441
Si  1.3673  9.5708  29.1441
Si  6.8362  9.5708  29.1441
Si  0  0  30.5113
Si  5.469  0  30.5113
Si  2.7345  2.7345  30.5113
Si  8.2035  2.7345  30.5113
Si  0  5.469  30.5113
Si  5.469  5.469  30.5113
Si  2.7345  8.2035  30.5113
Si  8.2035  8.2035  30.5113
Si  1.3673  1.3673  31.8786
Si  6.8362  1.3673  31.8786
Si  4.1018  4.1018  31.8786
Si  9.5708  4.1018  31.8786
Si  1.3673  6.8362  31.8786
Si  6.8362  6.8362  31.8786
Si  4.1018  9.5708  31.8786
Si  9.5708  9.5708  31.8786
Si  2.7345  0  0.6835
Si  8.2035  0  0.6835
Si  0  2.7345  0.6835
Si  5.469  2.7345  0.6835
Si  2.7345  5.469  0.6835
Si  8.2035  5.469  0.6835
Si  0  8.2035  0.6835
Si  5.469  8.2035  0.6835
Si  4.1018  1.3673  2.0507
Si  9.5708  1.3673  2.0507
Si  1.3673  4.1018  2.0507
Si  6.8362  4.1018  2.0507
Si  4.1018  6.8362  2.0507
Si  9.5708  6.8362  2.0507
Si  1.3673  9.5708  2.0507
Si  6.8362  9.5708  2.0507
Si  0  0  3.418
Si  5.469  0  3.418
Si  2.7345  2.7345  3.418
Si  8.2035  2.7345  3.418
Si  0  5.469  3.418
Si  5.469  5.469  3.418
Si  2.7345  8.2035  3.418
Si  8.2035  8.2035  3.418
Si  1.4315  1.2993  4.7814
Si  6.8567  1.3739  4.8605
Si  4.178  4.037  4.7941
Si  9.5787  4.0727  4.7753
Si  1.4116  6.7944  4.7505
Si  6.7766  6.8714  4.7362
Si  4.1239  9.5618  4.8346
Si  9.5623  9.611  4.7412
Si  2.8183  -0.0168  6.2709
Si  8.2658  0.0246  6.2305
Si  0.0371  2.6688  6.0901
Si  5.5659  2.7629  6.3247
Si  2.7742  5.4015  6.0976
Si  8.1493  5.4895  6.0104
Si  0.0534  8.2354  5.9931
Si  5.4702  8.194  6.233
Si  3.929  1.6352  7.6256
Si  9.9879  1.0856  7.527
Si  1.6152  3.7909  7.3762
Si  6.7138  4.4883  7.5849
Si  4.3008  6.5246  7.4746
Si  9.3558  7.0872  7.1547
Si  1.1943  9.6585  7.4583
Si  7.1701  9.2967  7.4849
O  1.2685  4.1073  24.5
O  6.79  9.5678  24.5886
O  2.737  2.7263  7.9361
O  8.314  8.1621  7.8654
O  5.4812  5.5072  8.0314
O  0.084  -0.1468  7.9098
O  4.0998  6.8833  24.5449
O  9.5592  1.3857  24.6027
O  1.6348  8.8723  8.8558
O  0.8847  4.2667  8.7691
O  9.7505  1.7485  9.0461
O  6.6703  9.8766  8.9612
O  4.4626  1.2385  9.15
O  3.454  6.961  8.8191
O  7.5484  4.193  9.0111
O  10.0437  6.2461  8.3651
O  2.9027  2.1502  23.774
O  4.8364  0.2528  23.8402
O  7.9156  3.3001  23.793
O  10.2972  5.7716  23.5686
O  8.4217  7.6809  23.7218
O  2.4253  8.749  23.6797
O  6.0423  5.2554  23.7645
O  0.5266  10.6368  23.8567
Si  3.2144  9.2593  11.9083
Si  8.2145  4.7897  10.3753
Si  7.0729  4.7332  17.5076
Si  4.2892  1.6004  23.131
Si  12.3638  3.2831  19.2496
Si  8.0125  -2.9712  14.5176
Si  1.08  9.3707  23.0122
Si  4.0395  12.9011  20.1216
Si  -2.3585  2.9584  12.651
Si  -3.9232  14.1884  20.1674
Si  1.0963  -4.6212  18.5431
Si  0.8724  11.2002  12.4581
Si  10.3256  9.7735  14.8617
Si  -6.0158  3.1135  16.0687
Si  7.1928  10.2621  10.4522
Si  0.6641  17.6528  15.5093
Si  -1.3848  4.1813  15.4379
Si  0.0011  5.4427  9.4216
Si  5.0093  7.4296  13.4827
Si  6.5597  3.8674  23.1032
Si  7.4599  7.6551  17.3895
Si  9.8102  1.0593  10.5227
Si  2.1776  11.5893  18.2088
Si  9.7691  1.8583  19.7662
Si  4.6405  0.7791  10.6901
Si  3.0146  2.2068  13.0248
Si  2.2014  7.5642  9.6473
Si  5.8952  9.6351  15.6307
Si  3.1786  5.0215  14.4383
Si  9.6933  7.1341  22.8712
Si  11.2816  10.2102  20.2583
Si  7.3045  -3.5981  11.7448
Si  -1.382  7.5465  19.8044
Si  3.6105  0.5365  15.7639
Si  9.6274  12.3539  16.5691
Si  7.0649  1.5038  14.7766
O  4.3305  9.9711  15.7736
O  10.2502  -0.0632  16.1022
O  8.6886  -0.1066  10.5325
O  0.1652  8.2761  15.0413
O  4.3782  -4.7883  14.2147
O  2.8232  14.0379  20.1153
O  1.8681  5.9936  14.6155
O  -1.7695  14.8269  13.8686
O  -2.8637  1.5341  16.0463
O  -1.0824  4.7853  10.4558
O  10.4793  -4.4872  19.0281
O  8.3164  7.3595  15.9861
O  -3.1835  1.7226  13.3355
O  3.4385  12.1626  14.2983
O  1.3612  9.8979  21.4883
O  8.1976  7.1284  13.1534
O  8.2737  2.2038  20.3316
O  10.3034  8.9677  19.9336
O  4.0507  1.2405  21.568
O  -3.7107  8.9078  11.3829
O  6.8481  4.126  21.5221
O  8.2907  7.8551  18.7613
O  12.1946  10.4637  18.925
O  6.5677  6.3033  17.5195
O  -2.6983  4.4826  16.3872
O  9.6505  2.1948  11.6927
O  10.7695  10.6909  13.6015
O  5.9399  2.7032  14.8423
O  6.4729  10.9127  14.8425
O  -0.5076  16.5046  15.4595
O  -2.1779  -1.5504  14.4678
O  4.0018  1.8514  11.7659
O  -7.3473  11.742  19.0351
O  2.7556  7.9373  11.1313
O  5.8043  6.8838  12.2071
O  2.1051  -3.8382  19.5524
O  6.225  8.2642  14.5413
O  9.1951  6.966  21.2949
O  1.4688  12.7021  12.7463
O  -0.0585  8.2279  22.9229
O  6.5752  9.0227  16.9894
O  -3.4179  4.2855  18.9962
O  2.2943  0.1827  16.6379
O  -0.0411  3.0561  19.9755
O  1.4535  4.7356  18.5429
O  3.9727  10.2329  10.8688
O  5.398  2.7626  23.2937
O  3.6776  4.1193  15.7105
O  5.5592  13.4781  19.8156
O  -3.2491  3.9265  11.674
O  4.1012  8.711  13.1863
O  6.2178  0.5039  11.0405
O  9.6056  1.4535  18.1819
O  -0.6175  13.7513  15.9855
O  4.4345  1.6592  16.6292
O  1.4828  13.0581  18.0967
O  5.7489  -7.0716  17.2086
O  1.0401  6.5044  10.0735
O  1.2307  6.9094  17.0184
O  2.0251  10.0749  12.6096
O  7.7817  6.3707  10.5681
O  11.1945  0.286  10.9528
O  10.3347  11.4986  20.5736
O  3.0366  3.8471  13.2804
H  2.5751  -3.0254  19.2344

Results
free energy: -133999.572 eV
free energy less fixed offsets of H -17.10, O -569.03, Si -635.61 eV per atom: -7.312 eV

Forces (eV/angstrom), in the order of the atoms: element, x, y, z
Si  -0.0076  0.0162  -0.0296
Si  0.0062  -0.0127  -0.06
Si  -0.0177  0.0003  -0.0263
Si  0.0286  -0.021  -0.0708
Si  0.0158  -0.0327  -0.0737
Si  0.0033  0.0075  -0.0372
Si  0.0295  -0.0058  -0.0684
Si  -0.0034  0.0067  -0.0297
Si  0.007  0.0006  -0.0042
Si  0.0015  0.0043  0.0191
Si  -0.0017  -0.0004  0.0082
Si  -0.0049  0.0192  0.0126
Si  -0.0153  0.0111  0.0246
Si  0.0144  -0.0048  -0.0008
Si  -0.0124  0.0074  0.0122
Si  0.0024  -0.0051  -0.004
Si  0.0002  -0.0002  -0.0135
Si  0.0051  0.0002  -0.0061
Si  0.0077  -0.0039  -0.0084
Si  -0.0074  0.0046  -0.0075
Si  0.0081  -0.01  0.0009
Si  0.0027  -0.0022  -0.0088
Si  0.0039  -0.0061  -0.0065
Si  0.0015  -0.0077  -0.0118
Si  0.0257  0.1082  -0.1838
Si  -0.1928  -0.0223  0.2581
Si  0.114  0.279  0.2422
Si  -0.1252  -0.0253  -0.2545
Si  -0.3015  -0.181  0.1897
Si  0.0526  0.0593  -0.2235
Si  -0.1186  -0.0701  -0.2415
Si  0.0304  0.1581  0.3548
Si  -0.0295  -0.0176  -0.0183
Si  0.0733  -0.0103  0.0024
Si  0.0194  0.0392  -0.0202
Si  -0.0238  -0.1098  0.003
Si  0.0676  0.0057  -0.0054
Si  -0.0667  -0.0454  -0.0136
Si  0.015  -0.0584  -0.0027
Si  0.0158  0.0344  -0.0197
Si  0.0038  -0.004  0.0002
Si  -0.0248  0.0643  0.0076
Si  0.0219  -0.0246  0.0164
Si  0.0112  0.0648  -0.0156
Si  -0.0824  0.0049  -0.0025
Si  0.0183  0.0199  -0.0027
Si  -0.0478  0.0241  -0.0105
Si  -0.0098  -0.0096  0.0109
Si  0.0484  -0.0446  0.0069
Si  -0.0054  -0.0058  -0.0104
Si  -0.0283  -0.0243  -0.0061
Si  0.0207  -0.0369  0.0106
Si  -0.0011  0.0493  -0.0151
Si  0.0053  -0.0469  0.0054
Si  0.0671  -0.0164  0.0037
Si  -0.0091  -0.0037  -0.0044
Si  -0.0506  0.0611  0.0016
Si  0.057  0.0365  0.007
Si  -0.0315  0.0346  0.0183
Si  0.0053  0.0545  0.0207
Si  -0.0296  -0.052  -0.0164
Si  -0.0128  0.0119  0.0251
Si  -0.0849  0.0067  0.0108
Si  0.0792  0.0097  -0.0075
Si  0.2026  0.083  -0.3218
Si  0.1132  0.0695  0.4851
Si  0.3004  -0.2483  0.0536
Si  -0.0941  -0.1717  0.1095
Si  0.0039  -0.1719  -0.0578
Si  -0.1896  -0.1103  -0.2764
Si  0.26  0.0818  0.0814
Si  -0.1317  0.1637  -0.1791
Si  -0.0008  -0.0075  0.0064
Si  0.008  0.0091  -0.0051
Si  -0.0238  0.0083  0.0007
Si  -0.0075  0.0017  0.0088
Si  0.0007  -0.0033  0.0215
Si  0.0002  0.0227  0.0001
Si  -0.0063  0.0082  -0.0191
Si  0.0035  0.0262  0.0466
Si  0.0013  -0.0277  0.0011
Si  0.0017  -0.0077  -0.0019
Si  -0.0118  -0.0165  0.0044
Si  0.0331  -0.0208  -0.011
Si  -0.0164  0.0001  0.0172
Si  0.0014  -0.0445  -0.0122
Si  -0.0028  -0.0048  -0.0171
Si  -0.0056  -0.0065  0.0476
Si  -0.0277  0.0077  0.0667
Si  0.0364  0.0031  -0.02
Si  0.0074  0.008  -0.0095
Si  0.0005  0.0312  0.0632
Si  -0.0467  0.0334  -0.1546
Si  -0.0044  0.0203  0.0697
Si  -0.0495  0.0159  0.0097
Si  -0.0127  0.0101  0.0056
O  -0.02  0.0168  -0.0126
O  -0.0066  -0.0045  -0.0146
O  0.0371  -0.0238  0.0226
O  -0.0002  -0.001  0.0238
O  0.0928  -0.0633  0.0356
O  0.0363  -0.0246  0.0458
O  -0.0144  0.0195  -0.0079
O  -0.0136  0.015  -0.0105
O  -0.0124  0.0049  -0.03
O  0.0007  -0.0081  0.0088
O  -0.0203  0.0149  -0.0205
O  0.0049  -0.0065  -0.0239
O  -0.0049  -0.0153  0.0117
O  0.0463  -0.0129  0.079
O  -0.0243  0.0068  -0.0241
O  -0.0206  0.0167  -0.0368
O  0.0142  0.0088  0.0112
O  0.0137  0.0123  0.0186
O  -0.0103  -0.0088  0.022
O  0.014  0.0025  0.0381
O  0.0097  0.0093  0.0109
O  -0.01  -0.0103  0.025
O  -0.0106  -0.0117  0.0173
O  -0.0093  -0.0113  0.006
Si  -0.0576  0.0738  -0.0537
Si  0.0089  0.0114  0.016
Si  0.0006  -0.0042  0.0265
Si  0.0074  0.008  -0.0091
Si  0.0049  -0.0099  0.0064
Si  0.045  -0.0193  -0.0048
Si  -0.0082  -0.0062  -0.0026
Si  0.01  -0.0025  0.0031
Si  0.0027  0.002  -0.0084
Si  0.0051  0.0025  0.0017
Si  -0.0518  0.0129  0.014
Si  -0.0022  -0.0026  0.0233
Si  0.0262  0.0178  -0.0032
Si  0.0046  0.0028  0.0152
Si  -0.1121  0.0256  -0.034
Si  -0.0016  0.0027  0.0095
Si  -0.0076  -0.0047  -0.0041
Si  -0.017  -0.0095  0.0081
Si  -0.0003  -0.0596  0.0683
Si  -0.0092  -0.0066  -0.0169
Si  -0.0058  -0.0221  0.0405
Si  0.0413  0.0303  0.0331
Si  -0.0004  -0.0178  0.009
Si  -0.0033  -0.0051  0.0081
Si  0.0151  -0.0414  0.0215
Si  -0.0373  -0.0091  -0.0247
Si  -0.0787  0.0008  0.0124
Si  -0.0068  0.0223  0.0685
Si  -0.027  -0.0266  0.0056
Si  0.0056  0.0101  -0.011
Si  -0.003  0.0019  -0.0059
Si  0.0582  -0.0332  -0.0288
Si  -0.0035  -0.0116  -0.0013
Si  -0.0209  0.0132  0.0143
Si  0.002  0.0041  0.0176
Si  0.0133  0.0236  -0.0092
O  0.0316  -0.0158  -0.0055
O  -0.0127  0.0014  -0.0172
O  0.0997  0.0144  0.0287
O  -0.026  0.0008  0.0108
O  0.0201  0.0211  -0.0023
O  -0.0034  -0.0211  -0.021
O  0.0105  -0.0054  0.0115
O  -0.0083  -0.0149  0.0124
O  -0.0003  -0.0058  -0.0174
O  -0.0148  0.0038  -0.008
O  0.0068  0.0419  0.0058
O  -0.0336  0.0348  -0.0269
O  0.0015  0.008  0.0278
O  0.0001  0.0023  -0.0037
O  -0.0255  -0.0114  0.0052
O  -0.0312  0.037  0.0325
O  -0.0067  0.0267  -0.0215
O  0.0284  -0.0109  0.0106
O  0.0053  0.0245  0.0071
O  -0.0182  -0.0177  0.0283
O  -0.0017  -0.0289  0.013
O  -0.0087  -0.0076  -0.0301
O  0.0045  0.0278  0.0194
O  0.0355  -0.0075  -0.0058
O  0.0045  -0.0026  -0.0045
O  -0.0103  -0.016  -0.0125
O  0.0488  0.0119  -0.0483
O  0.0167  -0.0089  0.0242
O  0.0018  -0.0206  -0.0146
O  0.0094  -0.0059  0.002
O  -0.0117  -0.0249  0.0052
O  -0.0111  -0.0373  0.0078
O  -0.0279  0.0249  -0.0038
O  0.0464  0.1168  0.0761
O  -0.0097  -0.0233  -0.0078
O  0.5664  0.9209  -0.4056
O  0.0263  -0.0144  -0.0184
O  0.0261  0.0141  0.0088
O  0.0599  -0.0585  -0.0048
O  0.002  0.0047  -0.0122
O  -0.0071  -0.0027  -0.0583
O  -0.0101  -0.0032  -0.0172
O  0.0147  0.0134  0.0037
O  -0.0048  -0.0187  -0.003
O  0.0206  -0.0146  0.001
O  -0.0332  0.0082  0.0987
O  0.0029  -0.0025  -0.0161
O  0.0097  -0.0049  -0.0075
O  0.0016  -0.0046  0.027
O  0.0268  0.006  -0.0136
O  -0.0336  0.0764  -0.0231
O  -0.0899  -0.0089  -0.0357
O  -0.0016  0.0068  -0.0124
O  -0.0245  0.0055  0.0011
O  -0.0017  0.0001  -0.0146
O  0.0169  -0.0009  0.0286
O  0.0086  -0.0057  -0.0336
O  0.0082  0.0172  -0.0124
O  -0.0101  -0.0149  -0.0035
O  0.0796  -0.0206  -0.0744
O  0.0085  -0.0217  0.0115
O  0.0123  0.0059  0.0405
O  0.0184  -0.0043  -0.0283
O  -0.0033  -0.0282  -0.007
H  -0.5747  -0.9073  0.3644

The program warned: the cutoff lies below the one the program advises for these potential files; the exchange-correlation potential is rough where the density is thin.
